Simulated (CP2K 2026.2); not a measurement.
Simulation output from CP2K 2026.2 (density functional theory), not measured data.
Periodic cell of 571 atoms, Si324O237N10, from a study of silicon, its oxide and their interface. The atomic structure is a simulated model.
Doubt: the forces sum to 2.32 eV/angstrom along one axis rather than to zero, so they err by at least 0.0041 eV/angstrom per atom on average; the grid cutoff is modest.

Settings
functional: PBE
method: Gaussian and plane waves
basis set: DZVP-MOLOPT-SR-GTH
pseudopotentials: GTH-PBE
grid cutoff: 350 Ry, relative cutoff 50 Ry
k points: Gamma only
occupations: fixed
spin: none
net charge: 0

Cell vectors (angstrom)
a	16.3356	0	0
b	0	16.3356	0
c	1.4536	-4.8567	35.9239

Atoms: element, x, y, z (angstrom)
Si	2.412	10.255	35.857
Si	3.81	1.632	0.031
Si	1.531	3.731	0.147
Si	4.242	6.452	0.02
Si	1.219	9.526	0.071
Si	4.235	11.859	0.031
Si	6.977	14.738	0.172
Si	11.038	-3.831	35.791
Si	6.601	4.426	0.156
Si	9.77	6.808	0.397
Si	6.503	9.723	0.114
Si	9.154	12.524	0.126
Si	13.346	10.314	35.767
Si	16.472	-3.907	35.885
Si	11.837	4.378	0.122
Si	14.623	6.938	0.096
Si	12.526	9.249	0.248
Si	16.751	6.887	35.893
Si	2.618	-0.044	1.224
Si	5.438	2.742	1.343
Si	2.709	5.331	1.411
Si	5.338	8.111	1.354
Si	2.718	10.747	1.405
Si	5.356	13.515	1.332
Si	8.176	-0.048	1.413
Si	10.75	2.63	1.235
Si	8.084	5.6	1.499
Si	10.974	8.248	1.681
Si	8.068	10.898	1.421
Si	10.846	13.62	1.302
Si	13.47	-0.127	1.312
Si	16.219	2.557	1.301
Si	13.519	5.392	1.429
Si	16.292	8.042	1.368
Si	13.716	10.815	1.444
Si	16.237	13.515	1.264
Si	1.291	1.265	2.688
Si	4.091	4.032	2.787
Si	1.34	6.72	2.725
Si	4.034	9.434	2.794
Si	1.352	12.225	2.655
Si	4.006	14.949	2.619
Si	6.789	1.355	2.69
Si	9.455	4.05	2.683
Si	6.727	6.899	2.828
Si	9.473	9.607	2.815
Si	6.723	12.241	2.792
Si	9.548	14.957	2.766
Si	12.19	1.356	2.643
Si	14.947	4.01	2.677
Si	12.274	6.758	2.911
Si	15.031	9.446	2.81
Si	12.243	12.237	2.644
Si	14.865	14.851	2.662
Si	16.264	-0.092	4.021
Si	2.677	2.647	4.061
Si	16.31	5.372	4.075
Si	2.67	8.092	4.128
Si	16.38	10.868	4.089
Si	2.693	13.591	4.034
Si	5.404	-0.033	4.003
Si	8.128	2.716	4.084
Si	5.421	5.443	4.129
Si	8.13	8.217	4.159
Si	5.393	10.843	4.13
Si	8.14	13.61	4.102
Si	10.883	0.02	4.082
Si	13.565	2.693	4.041
Si	10.835	5.372	4.119
Si	13.652	8.139	4.196
Si	10.882	10.95	4.096
Si	13.561	13.555	4.078
Si	1.389	-1.368	10.795
Si	4.119	1.387	10.939
Si	1.404	4.001	10.901
Si	4.073	6.745	10.918
Si	1.388	9.611	10.892
Si	4.069	12.197	10.912
Si	6.819	-1.301	10.846
Si	9.529	1.357	10.884
Si	6.873	4.129	11.008
Si	9.52	6.876	10.971
Si	6.812	9.569	10.973
Si	9.634	12.314	10.816
Si	12.327	-1.266	10.923
Si	15.046	1.343	10.868
Si	12.301	4.115	10.728
Si	15.07	6.849	10.801
Si	12.231	9.644	10.857
Si	14.952	12.353	10.907
Si	2.678	-0.014	12.184
Si	5.549	2.702	12.341
Si	2.764	5.31	12.281
Si	5.351	8.162	12.281
Si	2.711	10.899	12.388
Si	5.44	13.643	12.122
Si	8.214	-0.039	12.279
Si	10.911	2.832	12.08
Si	8.182	5.563	12.44
Si	10.905	8.311	12.248
Si	8.314	11	12.198
Si	10.973	13.677	12.221
Si	13.693	0.106	12.312
Si	16.43	2.61	12.293
Si	13.781	5.355	12.04
Si	16.295	8.332	12.194
Si	13.423	11.138	12.244
Si	16.441	13.648	12.229
Si	1.4	1.23	13.729
Si	4.187	4.008	13.768
Si	1.266	6.754	13.395
Si	3.969	9.423	13.757
Si	1.419	12.36	13.764
Si	4	-1.431	13.455
Si	6.893	1.267	13.7
Si	9.705	4.146	13.615
Si	6.695	6.957	13.776
Si	9.554	9.668	13.723
Si	6.976	12.489	13.411
Si	9.664	-1.37	13.624
Si	12.302	1.646	13.499
Si	15.001	3.933	13.566
Si	12.514	6.894	13.185
Si	14.933	9.945	13.469
Si	12.125	12.433	13.842
Si	15.129	-1.311	13.57
Si	16.568	-0.297	15.19
Si	3.21	2.166	14.922
Si	16.364	5.309	14.816
Si	2.683	7.635	15.02
Si	16.113	11.294	15.039
Si	2.596	13.938	15.134
Si	5.298	-0.148	14.833
Si	8.59	2.468	14.867
Si	5.192	5.697	15.155
Si	7.766	8.74	14.959
Si	5.651	10.912	14.499
Si	8.409	13.638	15.127
Si	10.854	0.341	14.712
Si	13.401	3.103	15.073
Si	11.406	5.493	14.648
Si	14.01	8.171	14.558
Si	10.369	11.354	15.227
Si	13.976	13.55	14.936
Si	0.986	4.804	21.202
Si	9.995	9.188	27.015
Si	8.861	-2.753	24.395
Si	12.586	1.966	21.371
Si	16.301	10.04	17.744
Si	14.561	-1.019	17.362
Si	12.565	6.234	23.155
Si	6.173	2.638	29.061
Si	5.644	-2.681	29.573
Si	11.798	11.499	18.017
Si	2.564	1.123	22.858
Si	12.412	8.175	25.657
Si	4.209	2.753	24.423
Si	7.165	-1.464	22.437
Si	13.342	5.465	19.227
Si	0.928	11.345	20.185
Si	10.386	1.667	19.232
Si	9.066	4.357	33.229
Si	16.988	-3.628	27.525
Si	1.55	-1.732	22.032
Si	1.52	3.663	23.936
Si	14.641	12.506	17.514
Si	10.939	6.743	33.135
Si	13.714	5.979	16.333
Si	3.095	4.132	19.113
Si	2.867	8.011	26.105
Si	6.71	6.392	22.775
Si	10.885	12.754	20.526
Si	12.464	-0.324	33.229
Si	5.124	13.345	16.232
Si	9.769	7.238	16.764
Si	11.354	-0.975	23.577
Si	15.705	-2.341	20.027
Si	4.224	3.974	30.903
Si	2.439	-2.842	29.742
Si	1.2	-2.212	24.792
Si	15.722	3.113	25.864
Si	12.761	4.849	28.73
Si	8.313	4.092	23.763
Si	5.039	11.429	22.725
Si	15.037	3.077	19.924
Si	1.335	5.454	30.599
Si	7.017	-0.889	17.183
Si	10.024	10.246	21.46
Si	12.388	-0.799	29.025
Si	7.316	9.453	22.006
Si	6.233	10.674	29.188
Si	6.438	11.081	34.131
Si	6.902	-0.226	28.008
Si	4.927	8.61	30.882
Si	7.071	8.462	27.292
Si	9.844	-0.636	21.172
Si	3.29	10.633	24.912
Si	13.328	5.034	33.291
Si	14.573	9.654	32.888
Si	15.528	-3.748	32.983
Si	9.978	9	31.313
Si	12.947	-0.929	25.897
Si	12.79	3.284	26.367
Si	13.912	-0.716	22.114
Si	13.227	2.14	29.063
Si	12.651	9.981	30.474
Si	9.497	-1.721	28.623
Si	14.526	10.212	26.153
Si	7.515	11.302	16.654
Si	1.445	3.55	16.699
Si	16.271	7.522	16.404
Si	5.484	-1.263	19.831
Si	12.887	12.377	25.145
Si	17	9.407	24.853
Si	9.747	-1.852	33.779
Si	5.333	6.605	25.479
Si	8.1	-2.623	31.298
Si	11.53	2.687	33.371
Si	11.444	3.422	23.814
Si	7.042	4.567	31.043
Si	7.639	7.346	30.092
Si	11.01	6.379	20.586
Si	15.263	1.733	17.233
Si	8.175	9.499	19.252
Si	12.696	11.214	22.228
Si	7.739	2.254	17.693
Si	1.463	0.588	33.889
Si	5.966	4.656	18.092
Si	3.744	2.741	33.744
Si	15.54	3.797	28.907
Si	4.236	-2.991	24.906
Si	11.075	8.933	18.983
Si	14.757	11.268	28.89
Si	4.342	8.903	33.987
Si	6.398	3.728	26.149
Si	14.139	-1.778	31.172
Si	2.483	7.936	29.266
Si	8.381	6.389	19.056
Si	3.603	12.951	20.629
Si	12.107	7.696	28.552
Si	10.139	12.155	26.596
Si	6.586	-1.102	25.283
Si	17.002	-1.517	31.7
Si	7.892	10.85	31.653
Si	4.395	1.722	20.326
Si	15.592	9.789	22.126
Si	15.541	0.152	24.749
Si	6.038	3.666	22.037
Si	15.836	6.779	32.843
Si	12.525	0.935	17.109
Si	1.242	10.782	29.425
Si	14.995	6.914	21.264
Si	1.332	14.941	5.397
Si	4.069	1.315	5.411
Si	1.365	4.041	5.433
Si	4.064	6.776	5.487
Si	1.366	9.506	5.48
Si	4.042	12.244	5.448
Si	6.781	14.993	5.427
Si	9.512	1.373	5.445
Si	6.797	4.086	5.459
Si	9.496	6.792	5.453
Si	6.772	9.545	5.52
Si	9.518	12.28	5.473
Si	12.242	14.977	5.413
Si	14.952	1.33	5.382
Si	12.239	4.051	5.46
Si	15.006	6.757	5.5
Si	12.242	9.557	5.452
Si	14.975	12.22	5.412
Si	2.714	-0.047	6.771
Si	5.425	2.708	6.777
Si	2.728	5.403	6.824
Si	5.428	8.143	6.848
Si	2.717	10.871	6.841
Si	5.439	13.611	6.79
Si	8.147	0.025	6.806
Si	10.879	2.716	6.83
Si	8.149	5.445	6.836
Si	10.864	8.186	6.787
Si	8.155	10.912	6.836
Si	10.887	13.654	6.8
Si	13.605	-0.007	6.759
Si	16.332	2.686	6.766
Si	13.605	5.424	6.835
Si	16.35	8.147	6.85
Si	13.629	10.9	6.806
Si	16.327	13.593	6.769
Si	1.384	1.34	8.128
Si	4.108	4.061	8.186
Si	1.411	6.796	8.18
Si	4.093	9.512	8.207
Si	1.337	12.252	8.161
Si	4.094	14.967	8.162
Si	6.8	1.408	8.168
Si	9.531	4.106	8.194
Si	6.804	6.802	8.215
Si	9.507	9.534	8.175
Si	6.799	12.274	8.191
Si	9.532	15.006	8.162
Si	12.265	1.341	8.146
Si	15.013	4.067	8.156
Si	12.238	6.854	8.154
Si	14.976	9.539	8.185
Si	12.293	12.316	8.134
Si	14.984	14.991	8.1
Si	16.349	-0.018	9.464
Si	2.753	2.68	9.518
Si	16.414	5.42	9.52
Si	2.732	8.165	9.578
Si	16.305	10.932	9.555
Si	2.747	13.574	9.507
Si	5.444	0.043	9.514
Si	8.167	2.756	9.567
Si	5.474	5.417	9.578
Si	8.145	8.191	9.581
Si	5.455	10.878	9.556
Si	8.181	13.65	9.52
Si	10.909	0.016	9.536
Si	13.664	2.683	9.48
Si	10.872	5.526	9.526
Si	13.601	8.199	9.54
Si	10.917	10.942	9.431
Si	13.64	13.701	9.511
O	7.953	10.511	18
N	15.701	0.131	16.682
N	12.799	4.737	15.454
O	12.323	4.602	27.183
O	12.804	7.533	27.096
O	8.15	3.029	16.331
O	16.842	-2.942	32.475
N	9.772	9.594	19.878
O	13.706	-1.774	16.205
O	4.482	4.872	18.716
O	3.504	13.626	16.509
O	2.634	2.523	16.404
O	9.657	1.3	15.266
O	9.224	12.245	25.236
O	3.366	1.441	21.517
O	1.688	10.646	24.698
O	13.337	-0.625	31.933
O	11.778	0.004	16.017
O	5.473	5.01	31.08
O	6.03	-1.677	21.31
O	1.422	4.723	22.746
O	3.238	4.027	34.598
O	13.304	-1.916	29.782
O	4.139	-2.134	35.483
O	3.506	2.563	19.264
O	16.051	12.423	20.171
O	3.915	6.676	15.537
O	1.296	11.227	27.844
O	1.413	2.21	23.193
O	4.836	7.504	34.639
O	13.147	0.449	21.288
O	4.314	1.046	15.374
O	12.179	10.103	18.777
O	17.067	6.146	31.962
O	11.227	7.075	34.677
O	13.516	-0.667	34.434
O	1.412	-1.366	15.627
O	14.339	4.222	19.032
O	8.441	7.97	16.224
O	16.907	10.531	21.534
O	16.175	7.1	34.392
O	6.136	5.275	21.717
O	16.689	4.033	24.97
O	14.232	10.277	27.725
O	15.453	-3.739	28.168
O	14.043	6.471	22.517
O	14.392	4.96	28.779
O	6.887	0.56	35.481
O	7.843	10.715	34.817
O	7.192	3.215	30.172
O	10.153	-3.269	34.507
O	7.748	3.676	25.239
O	12.723	-1.511	22.882
O	9.864	-2.876	27.531
O	8.302	-0.661	21.624
O	2.918	3.676	24.755
O	8.723	4.146	34.793
O	11.699	12.043	26.185
O	11.02	10.05	30.611
O	14.992	3.233	35.57
O	6.541	10.922	32.53
O	2.231	-0.487	34.793
O	7.888	-2.804	23.073
O	8.708	-1.754	32.518
O	16.351	2.812	16.737
O	10.808	12.39	18.947
O	1.57	7.646	16.275
O	8.012	5.679	23.474
O	12.381	3.472	29.547
O	11.157	11.021	16.615
O	1.833	-0.279	22.656
O	13.044	12.454	17.736
O	11.12	2.79	34.932
N	8.875	12.104	15.829
O	6.62	3.35	27.684
O	6.471	9.88	27.804
O	15.96	1.635	25.238
O	15.098	11.061	18.087
O	5.623	2.685	20.822
O	15.984	10.68	29.791
O	4.236	3.115	32.265
O	6.484	-2.536	30.989
O	10.493	-2.06	20.799
O	9.403	6.169	20.332
O	3.706	9.362	25.795
O	16.852	10.472	16.27
O	3.744	6.735	25.702
O	13.277	9.817	31.945
O	5.956	-3.782	34.571
O	10.601	6.541	15.605
O	6.371	10.504	22.802
O	14.582	-1.729	21.038
O	10.698	5.532	0.047
O	13.408	11.292	29.819
O	2.526	1.719	33.487
O	9.508	8.779	35.545
O	2.353	12.093	20.076
O	1.899	9.363	29.752
O	6.559	0.035	26.433
O	12.206	11.43	35.297
O	16.417	3.568	20.621
O	9.878	3.764	23.61
O	11.164	-1.266	33.311
O	7.869	5.791	30.414
N	15.482	5.941	16.261
O	15.285	1.852	18.879
O	17.142	-2.58	23.232
O	3.829	11.963	25.666
O	14.332	-0.164	25.752
O	2.596	7.975	27.675
O	6.406	7.944	30.981
O	4.328	-2.394	19.552
O	7.068	5.466	18.975
O	16.1	3.362	27.433
O	1.511	6.701	29.593
O	12.025	2.288	22.839
O	1.509	8.069	25.213
O	12.459	11.907	23.668
O	4.347	8.811	32.38
O	12.212	5.946	32.59
O	2.014	11.982	30.218
O	14.738	5.58	32.727
O	10.298	-2.144	23.956
O	2.897	9.407	34.524
O	16.824	-0.784	25.072
O	15.622	8.121	15.031
O	9.594	5.87	32.997
O	4.039	-2.66	29.724
O	5.03	12.83	23.57
O	11.558	10.036	22.011
O	4.945	0.281	19.8
N	15.175	-2.316	18.349
O	16.039	9.716	26.091
O	8.874	9.666	22.444
O	1.348	4.563	15.452
O	12.047	6.21	29.221
O	6.626	-1.405	18.683
O	7.89	7.93	18.945
O	4.975	2.086	34.565
O	2.986	-2.425	21.776
O	9.814	11.857	21.351
O	10.984	8.937	25.755
O	15.305	8.27	32.398
O	14.986	-0.094	23.208
O	11.332	6.572	22.153
O	4.671	11.877	21.217
O	1.628	5.844	35.581
O	14.04	9.632	34.438
O	14.19	3.553	25.609
O	12.749	0.696	29.564
O	1.892	4.309	18.035
O	13.558	9.243	25.321
O	4.777	12.176	15.132
O	7.162	9.893	20.45
O	9.974	0.227	19.829
O	10.653	8.356	28.247
O	6.856	5.954	35.449
O	9.314	6.064	17.773
O	10.858	8.066	32.253
O	4.663	3.036	29.61
O	12.37	12.334	21.078
O	11.346	2.318	20.373
O	1.637	-2.598	28.329
O	10.606	8.378	17.541
O	5.268	2.693	25.618
O	5.83	5.226	26.113
O	7.49	3.243	22.639
O	14.164	6.635	19.933
O	5.587	6.642	23.898
O	3.895	7.695	30.028
O	8.244	-1.674	16.442
O	3.668	1.256	24.058
O	3.891	10.525	23.414
N	5.719	-1.314	16.099
O	11.639	2.895	25.325
O	12.387	4.701	23.581
O	5.894	5.189	16.55
O	7.002	7.859	22.15
O	8.596	-4.071	31.769
O	13.939	2.809	21.079
O	6.085	-1.499	28.573
O	7.562	10.532	30.107
O	4.913	3.479	23.17
O	9.012	-0.945	34.88
O	17.639	11.375	35.367
O	8.028	-1.834	25.442
O	10.618	-0.04	22.475
O	15.648	-1.301	30.83
O	15.527	10.979	32.746
O	12.386	7.106	24.484
N	6.806	10.107	15.581
O	13.06	2.097	27.438
N	15.017	12.426	15.801
O	7.201	7.461	28.546
O	7.654	4.201	32.48
O	1.947	-1.691	30.755
O	16.591	1.324	34.671
O	17.067	-1.617	20.625
O	11.875	1.163	33.038
O	6.367	12.488	16.985
O	12.885	3.505	32.976
O	15.87	8.47	17.663
O	8.762	-2.396	29.867
O	6.106	7.827	26.188
O	13.44	-0.045	18.055
O	13.322	5.17	34.901
O	2.412	4.811	20.418
O	8.496	-0.556	28.09
O	15.545	-3.465	34.593
O	10.819	-1.048	29.249
O	11.951	5.163	20.024
O	6.428	3.09	18.17
O	8.931	9.791	32.245
O	17.003	-3.22	25.959
O	13.183	-2.404	25.316
O	5.028	10.015	30.057
N	13.696	2.098	16.51
O	14.225	10.678	22.146
O	9.829	10.767	27.366
O	0.994	10.295	18.949
O	12.917	8.652	29.57
O	6.536	-0.639	23.711
O	13.328	7.529	15.911
O	15.283	8.486	21.253
O	5.349	10.006	34.6
O	2.784	4.716	30.789
O	11.336	1.621	17.937
O	16.039	9.264	23.581
O	6.416	1.053	28.872
O	8.972	2.35	18.775
O	16.407	6.135	21.146
O	9.042	8.099	30.346
O	12.582	-0.949	27.442
O	8.532	8.644	26.641
O	14.29	11.669	25.514
O	11.604	7.688	19.843
O	11.78	-0.255	24.971
O	2.835	-2.161	24.799
O	17.201	-0.22	32.634
O	7.34	0.704	17.343
O	14.272	-3.093	32.147
O	10.195	3.318	32.674
O	14.775	2.463	29.474
O	12.997	5.949	17.76
O	16.684	4.355	29.905
O	5.325	-2.064	25.634
O	5.982	12.227	28.882

Results
total energy: -141272.481 eV
total energy less fixed offsets of N -271.95, O -438.35, Si -107.03 eV per atom: 13.689 eV

Forces (eV/angstrom) on atoms 14 to 363 of the 571, counted in the order above; the others are left out for length: element, x, y, z
Si	-0.048	0.226	0.592
Si	0.351	-0.378	0.547
Si	0.201	-0.091	0.711
Si	-0.085	0.071	0.645
Si	-0.245	0.321	0.663
Si	0.007	-0.044	-0.068
Si	-0.018	0.004	-0.042
Si	-0.008	-0.029	-0.054
Si	-0.007	-0.023	-0.06
Si	-0.016	-0.003	-0.051
Si	-0.042	-0.011	-0.076
Si	-0.001	-0.026	-0.035
Si	-0.004	0.017	-0.043
Si	0.014	-0.006	0.004
Si	0.039	0.012	-0.013
Si	-0.003	-0.014	-0.065
Si	-0.004	0.014	-0.066
Si	-0.006	-0.017	-0.026
Si	-0.004	-0.003	-0.054
Si	0.002	0.014	-0.052
Si	-0.01	-0.001	-0.044
Si	0.034	0.024	-0.075
Si	-0.025	-0.051	-0.024
Si	0.013	0.029	0.03
Si	0	0.002	0.036
Si	0.023	0.022	0.004
Si	0.019	-0.012	0.038
Si	0.014	-0.006	0.009
Si	0.008	0.005	0.008
Si	-0.002	0.016	0.003
Si	0.019	0.026	0.013
Si	-0.029	0.003	0.018
Si	-0.009	0.008	0.025
Si	0.002	0.024	0.042
Si	-0.003	-0.026	0.039
Si	-0.02	0.01	0.015
Si	0.021	0.01	0.013
Si	0.011	-0.01	0.03
Si	-0.003	-0.021	0.026
Si	0.003	0.003	0.01
Si	0.01	0.03	0.021
Si	-0.003	-0.029	-0.003
Si	0.008	0.005	-0.005
Si	-0.02	-0.002	-0.008
Si	0.009	-0.009	0.001
Si	-0.022	0.005	-0.013
Si	0.003	0.002	-0.001
Si	-0.009	-0.018	0.011
Si	0.012	0.014	-0.007
Si	-0.017	0.01	0.006
Si	-0.012	-0.014	0.011
Si	-0.002	-0.008	-0.003
Si	0.029	0.006	-0.004
Si	0.018	-0.01	-0.005
Si	-0.007	-0.01	0.011
Si	-0.023	0.005	-0.01
Si	0.003	-0.007	0.015
Si	0.019	0.004	0
Si	-0.022	-0.01	0.016
Si	0.008	-0.03	-0.017
Si	-0.013	0.037	0.007
Si	-0.003	0.03	-0.038
Si	-0.007	0.049	-0.013
Si	0.001	0.062	-0.01
Si	-0.024	0.018	-0.034
Si	0.001	-0.045	0.018
Si	0.073	0.006	-0.034
Si	0.015	0.008	0.008
Si	-0.003	-0.024	0.005
Si	-0.054	0.018	0.07
Si	-0.009	-0.004	-0.04
Si	-0.039	0.023	-0.051
Si	0.008	0.023	0.017
Si	0.042	-0.018	-0.036
Si	-0.033	0.014	0.042
Si	-0.008	-0.012	-0.028
Si	-0.013	0.05	-0.001
Si	-0.005	-0.033	-0.017
Si	-0.013	0.014	0.023
Si	0.073	0.04	-0.011
Si	0.008	0.007	-0.01
Si	-0.044	-0.029	-0.021
Si	0.012	0.013	-0.025
Si	-0.073	-0.037	0.003
Si	-0.071	0.027	-0.03
Si	-0.004	0.006	-0.007
Si	-0.016	0.052	-0.026
Si	0.056	0.008	-0.009
Si	0.049	-0.021	0.019
Si	0.012	0.036	0.017
Si	0.048	-0.008	-0.035
Si	-0.034	-0.145	0.049
Si	-0.098	-0.111	0.01
Si	0.007	0.061	-0.074
Si	-0.004	-0.074	-0.018
Si	0.002	0.055	0.028
Si	-0.079	0.012	-0.001
Si	-0.075	-0.031	0.068
Si	-0.035	-0.083	0.066
Si	0.055	0.051	0.139
Si	0.002	-0.037	0.004
Si	0.019	-0.012	0.039
Si	0.066	-0.02	0.054
Si	-0.021	0.009	0.019
Si	0.045	0.002	0.005
Si	0.043	0.013	0.008
Si	0.036	-0.026	-0.007
Si	-0.005	0.047	-0.002
Si	-0.077	0.088	-0.011
Si	0.034	0.024	0.012
Si	0.02	0.086	0.098
Si	-0.052	0.098	0.097
Si	-0.003	0.001	0.065
Si	-0.174	0.316	-0.431
Si	-0.156	0.231	-0.661
Si	-0.547	0.163	-0.309
Si	-0.099	0.354	-0.559
Si	0.034	0.069	-0.645
Si	0.201	-0.305	-0.606
Si	0.322	-0.251	-0.454
Si	-0.263	0.22	-0.681
Si	0.186	-0.112	-0.583
Si	-0.089	0.073	-0.568
Si	0.121	-0.237	-0.499
Si	-0.28	0.034	-0.506
Si	0.133	-0.238	-0.604
Si	0.029	-0.119	-0.203
Si	0.051	-0.269	-0.484
Si	-0.49	-0.086	-0.674
Si	0.017	-0.101	-0.583
Si	-0.118	-0.193	-0.718
Si	-0.209	-0.094	-0.094
Si	0.156	0.025	0.014
Si	-0.049	0.002	-0.042
Si	0.033	-0.029	-0.082
Si	-0.086	-0.061	-0.095
Si	0.361	-0.051	0.105
Si	0.111	0.118	-0.157
Si	-0.206	-0.001	-0.039
Si	0.063	0.044	0.172
Si	-0.047	-0.106	0.063
Si	0.048	0.008	0.138
Si	-0.048	-0.012	0.125
Si	-0.026	-0.136	0.011
Si	0.106	-0.091	0.15
Si	-0.101	-0.174	0.199
Si	0.035	0.049	0.079
Si	-0.042	0.038	0.137
Si	0.096	-0.054	-0.043
Si	-0.088	0.016	0.026
Si	-0.174	-0.075	-0.099
Si	0.088	-0.151	-0.013
Si	0.218	0.13	-0.085
Si	-0.126	-0.067	-0.02
Si	0.325	-0.169	-0.269
Si	-0.047	-0.05	0.015
Si	-0.083	0.043	-0.092
Si	0.133	-0.018	0.015
Si	0.089	-0.002	0.01
Si	0.048	0.097	0.186
Si	-0.067	0.061	0.005
Si	0.066	-0.05	0.039
Si	-0.03	0.063	0.036
Si	0.007	0.157	-0.179
Si	-0.096	0.038	-0.17
Si	-0.016	-0.202	-0.183
Si	-0.044	-0.082	0.023
Si	-0.094	-0.183	0.174
Si	-0.053	-0.039	0.079
Si	-0.049	0.072	0.044
Si	0.029	0.043	0.079
Si	0.027	0.004	0.08
Si	-0.056	-0.082	0.052
Si	-0.073	-0.078	-0.116
Si	0.087	-0.103	-0.014
Si	0.097	0.052	-0.077
Si	-0.072	-0.072	0.135
Si	-0.074	-0.07	0.028
Si	0.008	0.009	-0.087
Si	0.073	0.046	0.012
Si	0.077	0.006	-0.078
Si	0.027	0.033	0.08
Si	0.029	-0.045	0.143
Si	0.026	0.02	0.037
Si	0.077	-0.03	0.031
Si	0.091	-0.009	0.035
Si	-0.077	0.034	-0.09
Si	0.022	0.058	-0.129
Si	-0.143	0.017	-0.002
Si	0.04	-0.006	0.096
Si	0.123	0.096	0.231
Si	-0.076	0.05	-0.009
Si	-0.03	0.085	-0.124
Si	0.058	-0.026	-0.185
Si	-0.088	-0.026	-0.004
Si	-0.041	0.001	-0.257
Si	-0.044	0.035	0.133
Si	-0.129	-0.352	-0.021
Si	0.001	0.091	0.07
Si	-0.038	-0.096	0.04
Si	0.087	-0.047	-0.11
Si	-0.052	-0.158	-0.129
Si	0.098	-0.001	0.01
Si	-0.16	0.151	-0.031
Si	0.008	0.026	-0.022
Si	-0.106	0.098	0.001
Si	-0.118	0.087	-0.037
Si	-0.046	0.105	0.049
Si	-0.127	-0.08	-0.084
Si	-0.19	-0.108	-0.034
Si	0.216	0.044	0.008
Si	0.048	-0.036	-0.005
Si	0.09	-0.126	0.097
Si	-0.028	-0.006	-0.02
Si	0.004	0.071	-0.108
Si	-0.003	0.073	0.086
Si	-0.056	0.056	-0.072
Si	-0.086	-0.037	-0.076
Si	-0.041	0.047	0.082
Si	0.073	0.125	-0.138
Si	0.009	-0.06	-0.105
Si	0.029	-0.034	-0.141
Si	0.034	-0.164	0.056
Si	0.059	0.032	0.034
Si	0.137	0.006	0.12
Si	-0.034	0.045	0.044
Si	-0.038	-0.007	-0.125
Si	-0.058	0.077	-0.01
Si	0.046	0.009	-0.142
Si	-0.103	-0.074	0.094
Si	-0.133	-0.057	-0.087
Si	0.053	-0.099	0.055
Si	-0.059	0.106	0.073
Si	-0.109	-0.033	-0.216
Si	0.047	0.003	0.025
Si	0.015	0.009	-0.079
Si	0.142	0.216	-0.09
Si	-0.058	0.034	-0.133
Si	-0.002	-0.138	0.225
Si	0.001	-0.009	0.012
Si	0.006	0.008	0.013
Si	0.011	0.013	0.02
Si	0.013	-0.02	0.005
Si	0.009	-0.003	0.013
Si	0.002	0.008	0.019
Si	-0.009	0.002	0.015
Si	0.014	0.021	0.005
Si	-0.023	0.019	0.015
Si	0.016	-0.009	0.019
Si	0.024	0.016	0.018
Si	-0.004	0.001	0.019
Si	-0.004	0.001	0.007
Si	-0.01	0.015	0.005
Si	0.009	0.014	0.02
Si	0.018	0.018	0.003
Si	-0.018	0	0.007
Si	0.011	-0.005	0.012
Si	-0.002	-0.006	-0.002
Si	-0.008	0.008	0
Si	0.019	0.024	0.003
Si	-0.019	-0.008	-0.002
Si	-0.007	-0.018	0.017
Si	0.013	-0.002	0.009
Si	-0.001	-0.01	0.018
Si	0.008	0.014	0.011
Si	0.01	-0.006	0.015
Si	-0.007	-0.017	0.001
Si	-0.01	-0.01	0.01
Si	0.006	0.008	0.006
Si	-0.007	-0.014	-0.008
Si	0.002	-0.006	0.011
Si	-0.022	-0.001	0.007
Si	-0.021	-0.019	0.015
Si	0.008	0.017	0.007
Si	-0.019	-0.012	-0.001
Si	-0.003	0.009	-0.006
Si	0.006	0.006	-0.014
Si	0.006	0.021	-0.008
Si	0.02	0.021	0.005
Si	-0.007	0.008	0.008
Si	-0.004	-0.01	0.002
Si	-0.018	0.039	0.001
Si	0.024	0.006	0.002
Si	-0.017	-0.002	0.01
Si	0.002	0.007	-0.004
Si	0.004	-0.006	-0.011
Si	0.024	0.005	0.009
Si	0.019	-0.011	-0.014
Si	0	0.007	0
Si	-0.002	0.008	-0.009
Si	0.004	-0.014	-0.014
Si	-0.011	-0.004	-0.011
Si	-0.018	0.01	-0.018
Si	0.009	0.005	0.001
Si	0.001	-0.002	-0.027
Si	0.003	-0.015	-0.02
Si	-0.002	-0.078	-0.008
Si	-0.031	-0.002	-0.005
Si	0.011	-0.035	-0.026
Si	0.003	-0.001	-0.025
Si	-0.025	0	-0.013
Si	-0.02	-0.022	0.002
Si	0.047	0.026	0.02
Si	0.006	0.001	-0.009
Si	0.008	-0.008	-0.001
Si	-0.002	0.011	-0.02
Si	-0.036	0.001	-0.016
Si	-0.008	0.001	0.01
Si	-0.031	0.025	0.015
Si	0.036	0.006	-0.008
Si	0.048	0.012	-0.004
O	0.206	-0.082	0.011
N	0.165	-0.15	0.133
N	0.047	-0.044	0.015
O	-0.322	0.229	-0.211
O	0.524	-0.205	0.086
O	-0.037	0.616	-0.016
O	0.516	-0.255	0.119
N	-0.06	-0.013	-0.002
O	-0.497	0.105	0.203
O	0.211	0.418	0.037
O	-0.305	0.078	0.52
O	0.126	-0.105	0.377
O	-0.11	-0.054	0.375
O	-0.335	-0.467	-0.25
O	-0.304	-0.134	-0.016
O	-0.266	0.356	-0.167
O	0.099	0.331	-0.181
O	0.171	-0.456	0.184
O	-0.096	0.443	0.236
O	-0.111	-0.377	-0.016
O	0.231	0.637	0.193
O	0.198	0.082	-0.248
O	-0.116	-0.301	-0.316
O	0.114	-0.095	-0.31
O	-0.218	-0.136	-0.216
O	-0.383	-0.245	0.183
O	0.103	-0.115	0.46
O	0.326	-0.538	-0.303
O	-0.424	-0.078	-0.113
O	-0.28	-0.421	-0.27
O	-0.236	-0.218	-0.458
O	-0.126	0.276	0.443
O	0.41	-0.026	0.311
O	0.141	0.031	0.111
O	0.363	-0.264	0.107
O	0.47	-0.106	-0.288
O	-0.144	0.202	0.419
O	0.088	0.041	-0.411
O	-0.242	-0.088	0.199
